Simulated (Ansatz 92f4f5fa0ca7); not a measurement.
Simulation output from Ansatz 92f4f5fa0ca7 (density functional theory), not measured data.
Periodic cell of 276 atoms, Si168O108, from a study of silicon, its oxide and their interface. The atomic structure is a simulated model.
Doubt: the cutoff is far below the 930 eV that the study's wrapper takes by default for these files, so forces and energies are approximate.

Settings: functional PBE; potential files Ansatz PAW; basis plane waves; wave-function cutoff 580 eV; density cutoff ratio 5; exchange-correlation grid ratio 1; k mesh 1 x 1 x 1, Gamma-centred; self-consistency stop 5e-08 eV per atom in the density residual; occupations fixed; spin none; net charge 0.

Cell vectors (angstrom)
a	11.6015	0	0
b	0	13.3963	0
c	0	0	31.2391

Atoms: element, x, y, z (angstrom)
Si	-0.2289	-0.002	24.4438
Si	3.5588	0.1895	24.5549
Si	7.4327	0.1133	24.4623
Si	1.797	3.2984	24.6443
Si	5.6451	3.3599	24.6344
Si	9.546	3.4518	24.3897
Si	-0.1009	6.7634	24.4316
Si	3.7132	6.8593	24.5644
Si	7.5367	6.8075	24.5691
Si	1.8364	10.0969	24.5431
Si	5.6539	10.0979	24.5379
Si	9.4655	10.1238	24.6348
Si	-0.1933	2.2434	25.275
Si	3.7406	2.3077	25.5315
Si	7.6427	2.3146	25.287
Si	1.8095	5.6095	25.2342
Si	5.6322	5.6376	25.2842
Si	9.5374	5.6713	25.2137
Si	-0.1275	8.9895	25.2489
Si	3.7432	9.028	25.4316
Si	7.5696	8.9986	25.425
Si	1.7202	12.3308	25.3089
Si	5.5381	12.3656	25.2319
Si	9.4185	12.3807	25.2762
Si	-0.1013	2.2369	27.6593
Si	3.7995	2.2522	27.8379
Si	7.6828	2.2642	27.668
Si	1.8652	5.5859	27.6313
Si	5.7264	5.5972	27.6638
Si	9.6082	5.6073	27.6209
Si	-0.0618	8.9433	27.6408
Si	3.8035	8.9601	27.7649
Si	7.6616	8.9553	27.7594
Si	1.8305	12.2914	27.6838
Si	5.6835	12.3069	27.6327
Si	9.5597	12.3245	27.6636
Si	1.8398	1.122	28.4846
Si	5.7639	1.1236	28.4816
Si	9.594	1.14	28.4889
Si	-0.0609	4.4745	28.4489
Si	3.8055	4.5089	28.4936
Si	7.6825	4.4968	28.457
Si	1.8651	7.8094	28.4673
Si	5.742	7.8161	28.4965
Si	9.6251	7.8254	28.4667
Si	-0.0949	11.1713	28.4585
Si	3.7858	11.1976	28.4898
Si	7.6383	11.2039	28.4692
Si	1.9336	1.1164	30.8441
Si	5.8008	1.1164	30.8441
Si	9.6679	1.1164	30.8441
Si	0	4.4654	30.8441
Si	3.8672	4.4654	30.8441
Si	7.7343	4.4654	30.8441
Si	1.9336	7.8145	30.8441
Si	5.8008	7.8145	30.8441
Si	9.6679	7.8145	30.8441
Si	0	11.1635	30.8441
Si	3.8672	11.1635	30.8441
Si	7.7343	11.1635	30.8441
Si	0	0	0.3944
Si	3.8672	0	0.3944
Si	7.7343	0	0.3944
Si	1.9336	3.3491	0.3944
Si	5.8008	3.3491	0.3944
Si	9.6679	3.3491	0.3944
Si	0	6.6981	0.3944
Si	3.8672	6.6981	0.3944
Si	7.7343	6.6981	0.3944
Si	1.9336	10.0472	0.3944
Si	5.8008	10.0472	0.3944
Si	9.6679	10.0472	0.3944
Si	0.0049	-0.0104	2.7403
Si	3.9227	-0.0513	2.7369
Si	7.7809	-0.0067	2.7737
Si	2.0516	3.3534	2.7432
Si	5.8762	3.3339	2.748
Si	9.7436	3.381	2.7626
Si	0.0772	6.635	2.7611
Si	3.9581	6.6994	2.7875
Si	7.8412	6.7102	2.7776
Si	2.0225	9.9675	2.719
Si	5.8695	10.0293	2.7915
Si	9.7055	10.0351	2.7785
Si	0.1122	2.257	3.445
Si	3.9672	2.1619	3.5103
Si	7.8252	2.2461	3.528
Si	2.0415	5.5703	3.5994
Si	5.93	5.572	3.5209
Si	9.755	5.5875	3.6622
Si	0.0773	8.8786	3.4349
Si	3.9654	8.9134	3.6452
Si	7.7951	8.9225	3.6553
Si	1.9459	12.2071	3.3563
Si	5.866	12.2587	3.5874
Si	9.6958	12.2608	3.6044
Si	0.2243	2.2639	5.7697
Si	4.0551	2.0504	5.866
Si	7.9279	2.2488	5.8861
Si	2.147	5.5347	5.9973
Si	6.045	5.5044	5.8771
Si	9.8567	5.5853	6.0991
Si	0.1993	8.8174	5.7511
Si	4.06	8.896	6.0738
Si	7.8658	8.8948	6.0856
Si	1.9436	12.1108	5.651
Si	5.9041	12.2361	5.9828
Si	9.7311	12.2365	6.0009
Si	2.0464	0.9101	6.4206
Si	6.0941	1.0656	6.7303
Si	9.9199	1.1572	6.502
Si	0.2244	4.4298	6.7903
Si	4.1359	4.2979	6.4889
Si	7.9647	4.4086	6.8948
Si	2.1146	7.782	6.7732
Si	5.9783	7.6523	6.8575
Si	9.912	7.8881	6.7492
Si	0.0484	10.9849	6.598
Si	3.876	11.1991	6.6311
Si	7.7929	11.1357	6.9075
O	10.2184	1.5541	8.09
O	8.0296	4.3201	8.5794
O	10.2086	8.2759	8.3641
O	0.3304	4.384	8.4539
O	6.4968	1.0722	8.3772
O	7.7009	11.1896	8.6004
O	6.0139	7.3732	8.5102
O	1.8923	0.4231	8.0204
O	2.112	7.8504	8.4399
O	3.5147	11.553	8.2413
O	4.612	3.9985	8.0451
O	11.5716	10.6521	8.2462
O	7.1282	13.6347	22.8297
O	-0.2842	13.2297	22.775
O	1.8394	2.9142	23.0179
O	3.6567	7.2646	22.9356
O	5.696	9.9376	22.8792
O	5.6109	3.0593	22.9946
O	7.293	6.9751	22.9304
O	9.1957	10.2137	22.9982
O	11.585	6.795	22.7607
O	1.9939	9.9721	22.8969
O	9.5912	3.4942	22.7121
O	3.2302	0.5505	22.9363
Si	0.275	8.8915	20.0343
Si	-0.5692	16.2485	14.0753
Si	9.4892	9.7266	21.4913
Si	3.5619	6.3902	21.5624
Si	5.5644	7.8142	19.7443
Si	8.5702	5.5321	16.4132
Si	6.1304	6.6795	9.9881
Si	2.1985	3.3218	11.3297
Si	-0.7306	9.5235	9.2244
Si	0.4142	13.152	21.2896
Si	11.5488	5.5653	15.3231
Si	6.9116	13.2826	21.2572
Si	9.3492	12.3598	19.8425
Si	2.9504	-0.4633	8.9049
Si	8.7844	3.1208	18.5521
Si	9.7523	4.3199	21.3058
Si	0.4585	6.1911	21.3122
Si	4.8672	3.5454	21.6334
Si	13.3373	7.9541	15.8093
Si	8.4812	4.8421	10.0867
Si	10.2296	0.8103	9.5155
Si	6.1339	12.0074	14.9422
Si	2.5001	1.7545	22.0653
Si	3.663	13.7712	15.6089
Si	-0.2227	10.1377	17.192
Si	8.7645	2.3521	11.8271
Si	12.7015	12.8256	16.588
Si	11.6914	4.9447	9.9722
Si	6.0286	4.6214	15.3655
Si	4.5456	9.1903	14.6963
Si	5.3867	10.48	21.3713
Si	4.1207	7.7532	11.9686
Si	5.5475	14.5135	9.7169
Si	6.0029	2.2153	19.4431
Si	2.4499	5.2691	16.4864
Si	1.3154	13.7473	13.8775
Si	7.1321	-0.2365	12.0535
Si	6.1392	7.2861	16.6733
Si	1.3498	0.3546	11.0566
Si	2.2539	10.5361	21.3941
Si	3.7547	4.952	13.543
Si	8.939	11.957	16.676
Si	4.5949	3.9541	9.6428
Si	7.92	6.9693	21.4332
Si	8.7398	11.5316	9.8399
Si	10.4171	14.6583	16.6614
Si	13.1796	7.7914	9.988
Si	4.2922	2.9479	17.092
O	5.2041	13.2266	15.5621
O	7.3409	2.369	18.5488
O	10.0851	5.1393	10.1748
O	0.7505	15.2941	13.8869
O	5.5963	7.8063	18.1153
O	1.8089	9.4209	20.264
O	4.7077	2.1667	18.4525
O	5.4915	7.712	11.0723
O	0.6613	12.7584	15.0023
O	7.8059	1.2009	12.5132
O	2.9529	3.8361	12.6773
O	5.6658	3.3503	16.3033
O	2.7321	12.9174	16.6693
O	4.1369	7.2252	20.2883
O	12.3672	6.949	14.8701
O	2.2404	1.6936	11.349
O	8.0653	12.0593	11.2398
O	5.2498	5.3226	10.1823
O	1.4279	11.9014	21.167
O	2.456	6.8877	16.8716
O	3.7954	6.3568	12.7395
O	7.7555	6.9328	16.7721
O	0.4263	8.9346	10.2146
O	8.7275	4.5296	17.7043
O	7.6578	4.7751	15.252
O	5.7846	9.3393	20.2764
O	11.7514	7.2645	20.1077
O	8.3782	0.0239	20.579
O	6.6044	12.4243	13.4183
O	5.9791	0.1674	10.9615
O	3.6327	2.5544	21.2069
O	6.7493	6.8474	20.3136
O	2.8205	8.0749	11.0165
O	5.3043	4.5059	13.9003
O	5.4237	5.8974	16.2047
O	11.9162	14.1602	17.1352
O	5.7006	8.3542	15.516
O	5.4116	2.6648	10.2241
O	4.1309	0.6001	9.1634
O	11.0868	9.5012	21.3265
O	6.2758	11.8016	21.0839
O	5.9587	0.9175	20.4303
O	1.3363	1.1102	21.1015
O	11.6855	0.8092	10.1839
O	12.2586	11.4981	17.4
O	12.2516	9.0579	16.3355
O	0.8506	4.8683	16.5179
O	0.6715	3.8708	11.0806
O	9.7112	12.6987	9.2656
O	8.7232	8.3473	21.1372
O	-0.2957	4.7709	21.0521
O	8.8744	12.2339	18.2871
O	2.2115	12.5901	10.3056
O	9.9709	2.6526	12.8643
O	0.904	13.0785	12.4625
O	5.9181	3.5423	20.3942
O	0.8929	6.3349	10.2417
O	7.6803	6.2611	10.33
O	2.0492	5.9011	21.2781
O	11.4187	4.4491	14.1247
O	9.243	1.6484	10.4569
O	10.372	15.7904	15.4893
O	9.5776	13.3549	16.095
O	3.0324	3.8853	10.056
O	9.9401	10.6246	16.5083
O	7.4745	11.7385	15.9091
O	-0.4186	9.4374	18.6589
O	3.3206	4.2461	17.4217
O	10.8716	12.9218	20.1294
O	8.1022	3.7641	11.2867
O	9.8019	2.0118	17.9519
O	9.0567	10.8833	20.4543
O	10.0439	5.9359	15.8496
O	9.6865	10.223	10.1206
O	14.606	8.8336	15.2129
O	5.089	10.7347	14.8697
O	3.8241	10.8668	21.1905
O	8.8882	5.6897	21.3208
O	3.5328	1.9222	16.0953
O	4.4309	5.0702	21.8844
O	4.457	8.8922	13.0913
O	2.9634	5.0994	14.9467
O	2.9408	13.7353	14.1308
O	9.2573	3.3889	20.0823

Results
free energy: -168221.096 eV
free energy less fixed offsets of O -568.88, Si -635.61 eV per atom: 0.424 eV

Forces (eV/angstrom), in the order of the atoms: element, x, y, z
Si	0.0006	-0.0026	0.0013
Si	0.0009	-0.0043	-0.0021
Si	0.0016	-0.0065	0.0007
Si	-0.0014	0.0059	0.0043
Si	0.03	-0.0079	0.0049
Si	0.0046	0.0059	0.0004
Si	0.0067	-0.0092	-0.0002
Si	-0.0079	0.0041	0.0044
Si	0	0.004	0.0013
Si	-0.0009	-0.0029	0.0088
Si	-0.005	0.0061	0.0072
Si	-0.0037	-0.0008	0.009
Si	-0.0021	0.0025	0.0188
Si	-0.0205	-0.0009	0.0294
Si	-0.0122	0.0005	0.0186
Si	0.0019	-0.0077	0.026
Si	0.0034	-0.0011	0.0273
Si	0.0052	-0.0054	0.0227
Si	0.0024	0.0024	0.0191
Si	-0.001	-0.0054	0.0149
Si	-0.001	0.0027	0.0194
Si	0.0052	0.0068	0.0224
Si	0.0152	-0.0046	0.0236
Si	0.0054	0.0042	0.0132
Si	0.003	-0.0018	-0.0028
Si	0.0029	-0.0009	-0.0038
Si	0.0064	0.0006	-0.0206
Si	0.001	-0.0024	-0.0024
Si	0.0047	-0.0001	-0.0074
Si	0.0012	0.0013	-0.0019
Si	0.0016	0.0026	-0.0067
Si	0.0006	0.0027	-0.0104
Si	-0.0028	-0.0004	-0.008
Si	0.0049	-0.004	0.0005
Si	0.003	-0.0039	-0.0024
Si	0.0074	0.0003	-0.0076
Si	-0.0087	0.0011	0.0077
Si	0.0045	0.0015	0.0095
Si	-0.0053	-0.0009	0.0123
Si	-0.0042	0.0012	0.0067
Si	-0.0027	0.0038	0.0124
Si	-0.003	0.0009	0.0058
Si	-0.0032	0.0083	0.0062
Si	-0.0023	0.0035	0.0063
Si	-0.0035	0.0035	0.0091
Si	-0.0044	0.0031	0.0045
Si	-0.0056	0.0002	0.0129
Si	-0.0065	0.0031	0.0066
Si	-0.2136	-0.0293	0.1489
Si	0.0372	-0.0584	0.0251
Si	-0.0946	-0.0282	0.0828
Si	-0.131	0.0447	-0.2335
Si	-0.1447	0.1242	0.0863
Si	-0.0633	0.0322	-0.1206
Si	-0.1566	-0.0028	-0.1074
Si	-0.1249	-0.0557	0.1933
Si	-0.0598	-0.0495	-0.0692
Si	-0.1819	0.0215	-0.0421
Si	-0.1409	0.1371	0.0393
Si	-0.1661	0.1267	-0.0399
Si	-0.0992	0.0148	-0.1411
Si	0.1882	-0.1302	-0.2148
Si	0.0682	-0.0054	0.1524
Si	0.2465	0.0973	-0.1699
Si	0.1081	-0.0034	-0.169
Si	0.0951	0.1472	-0.0169
Si	0.0934	-0.1859	0.0019
Si	0.1275	0.0217	0.2294
Si	0.2371	0.0829	0.1091
Si	0.2667	-0.2433	-0.4013
Si	0.1253	-0.04	0.1589
Si	0.0048	-0.0134	0.0657
Si	-0.006	0.0045	-0.0039
Si	-0.0011	-0.0081	-0.0082
Si	0.0066	0.0048	-0.0089
Si	0.0102	-0.0017	-0.0067
Si	0.0025	-0.0025	-0.0035
Si	0.0092	-0.0047	-0.0077
Si	0.0012	-0.0049	-0.0066
Si	0.0055	-0.0046	-0.0043
Si	0.0053	-0.001	-0.0019
Si	0.0091	-0.0042	-0.0044
Si	0.0006	-0.0008	-0.0017
Si	0.0073	-0.0064	-0.0026
Si	-0.0157	0.0021	0.0172
Si	-0.0052	-0.0002	0.0103
Si	-0.0076	-0.0008	0.0176
Si	0	0.0011	0.0059
Si	-0.0042	0.0035	0.0116
Si	-0.004	-0.0029	0.0009
Si	-0.0048	-0.0008	0
Si	0.0044	-0.0003	0.0104
Si	-0.0012	-0.0023	0.0067
Si	0.0066	0.0072	0.0127
Si	-0.0023	-0.0034	0.0134
Si	0.0034	-0.0004	0.0051
Si	0.003	-0.0139	-0.0135
Si	0.0013	0.0085	-0.0264
Si	-0.0023	0.0005	-0.0118
Si	-0.0081	0.0002	-0.015
Si	-0.0033	0.0122	-0.0162
Si	0.0045	-0.0009	-0.0098
Si	-0.0002	0.0094	-0.0224
Si	-0.005	0.0006	-0.0053
Si	0.0046	0.0067	-0.0061
Si	0.0136	-0.0004	-0.012
Si	-0.0044	-0.0063	-0.0129
Si	0.0024	-0.009	-0.0233
Si	-0.008	0.0184	-0.0026
Si	0.0011	-0.001	0.0033
Si	0.0085	0.0044	-0.0031
Si	-0.0034	0.0076	-0.0004
Si	0.0031	-0.011	0.0041
Si	0.0085	0.01	0.0105
Si	-0.0056	-0.0117	0.0048
Si	0.0013	-0.0099	-0.0001
Si	-0.0214	-0.0039	0.012
Si	-0.0047	0.0064	-0.0003
Si	0.0055	0.0054	-0.0043
Si	0.0033	-0.0046	0.0092
O	0.0034	0.0111	0.0053
O	-0.0003	-0.0048	-0.0195
O	0.0036	0.0024	0.0018
O	0.0053	-0.0053	-0.0047
O	0.0118	-0.0083	-0.0044
O	-0.0042	-0.0014	-0.0123
O	-0.0012	-0.0014	0.0004
O	-0.0014	0.0003	-0.0064
O	-0.0009	0.0014	0.0035
O	0.0019	-0.0127	0.0118
O	0.0008	-0.0034	-0.0233
O	0.0026	0.0011	0.0024
O	-0.0055	0.0115	0.0025
O	-0.0036	0.0022	0.0067
O	0.0013	-0.0022	-0.0118
O	-0.0008	0.0052	0.006
O	-0.0062	-0.0065	0.0076
O	-0.0244	0.0022	-0.0068
O	0.0003	0.0059	0.0004
O	-0.0109	-0.0005	-0.0028
O	-0.0127	0.0066	0.0137
O	0.0038	-0.0057	0.0071
O	-0.0059	-0.0019	0.0088
O	-0.009	0.0033	0.0003
Si	-0.0032	0.0016	0.0093
Si	0.0095	0.0197	0.0051
Si	0.0022	0.0018	-0.0038
Si	0.0115	-0.0128	-0.0045
Si	-0.0079	-0.0063	0.0021
Si	-0.0026	0.0144	-0.0127
Si	0.0043	-0.0111	-0.017
Si	-0.0153	-0.0025	-0.0229
Si	0.0019	-0.0028	0.009
Si	-0.0038	0.0047	-0.0086
Si	-0.0008	0.0183	0.0049
Si	0.0049	0.011	-0.0023
Si	0.0119	-0.0003	-0.0023
Si	0.0006	0.0073	0.0152
Si	0.0139	0.0028	-0.0006
Si	-0.0025	0.0055	-0.0203
Si	0.0088	0.0004	-0.0076
Si	-0.0165	0.0031	-0.0029
Si	-0.007	-0.0006	-0.0007
Si	0.0002	-0.0062	-0.0025
Si	0.0095	-0.0074	0.0072
Si	-0.0115	-0.0061	0.0216
Si	0.0006	0.0059	-0.0121
Si	0.0038	-0.0011	0.0108
Si	0.0009	0.0042	-0.022
Si	0.0016	0.0054	-0.0292
Si	0.0115	0.0016	0.0041
Si	0.0047	-0.0114	-0.0079
Si	0.0093	0.0042	0.0143
Si	0.002	0.0124	0.0316
Si	0.0028	-0.0023	-0.0083
Si	-0.0022	0.009	0.0074
Si	-0.0041	0.0105	-0.0018
Si	-0.0151	0.0032	-0.0072
Si	-0.0147	0.0102	0.0073
Si	0.006	-0.0002	0.0203
Si	-0.0076	-0.0178	-0.0072
Si	0.0095	-0.0079	-0.016
Si	0.0041	-0.0032	-0.0319
Si	-0.0043	0.0035	-0.0099
Si	-0.0008	-0.0065	0.0131
Si	-0.0025	-0.0085	-0.0178
Si	0.0092	-0.016	0.0069
Si	-0.004	0.0018	-0.0094
Si	0.0081	0.0111	-0.0074
Si	0.0044	-0.0142	-0.0052
Si	0.0036	0.008	-0.0126
Si	-0.008	0.0051	-0.0102
O	0.0029	0.0001	-0.0065
O	-0.0018	-0.0005	0.0022
O	-0.0078	0.0033	0.0186
O	0.0014	-0.001	-0.0032
O	-0.0048	0.0054	0.0247
O	-0.0018	-0.0037	-0.0054
O	0.0112	-0.0049	0.0093
O	0.0033	-0.0005	0.0039
O	-0.0041	0.0009	-0.001
O	0.0011	-0.001	0.0105
O	0.0002	-0.0005	0.0144
O	-0.001	-0.0031	0.0058
O	-0.002	0.0014	-0.0024
O	0.0113	0.0085	-0.0072
O	0.0014	-0.0052	0.0027
O	0.0019	0.0044	0.0141
O	-0.0011	0.0027	0.0138
O	0.0063	0.0085	0.0119
O	0.0074	-0.0075	0.0016
O	0.0058	-0.0042	0.0017
O	0.0015	0.0014	0.0018
O	-0.0059	0.0033	0.0086
O	0.0052	-0.0103	0.0143
O	-0.0026	-0.0149	0.0111
O	0.0027	0.0001	0.0075
O	-0.0036	-0.0047	-0.0052
O	0.0007	0.0145	-0.0076
O	-0.0076	-0.0056	-0.0004
O	0.0115	0.0119	-0.019
O	0.0032	-0.0012	0.0136
O	-0.0024	0.0028	0.0092
O	0.0004	0.0076	-0.0016
O	-0.0047	0.0034	0.0072
O	-0.0084	0.0013	-0.0049
O	-0.0016	0.0007	0.0017
O	-0.0075	0.0032	-0.0011
O	-0.0061	0.0002	0.0031
O	-0.0055	0.0061	0.015
O	0.0044	0.0002	0.007
O	-0.0132	0.0014	-0.0069
O	-0.0045	-0.0035	-0.0099
O	-0.0001	-0.0206	0.0024
O	0.001	-0.0006	0.0026
O	-0.0118	-0.0002	0.0155
O	-0.0048	-0.0042	0.004
O	-0.0024	0.007	0.0119
O	0.003	-0.0077	-0.0009
O	0.007	-0.0007	0.0148
O	-0.0015	0.0065	0.0126
O	-0.0041	-0.0109	-0.0007
O	-0.0075	-0.0076	-0.001
O	-0.0003	0.0062	0.0099
O	0.0025	-0.0018	0.0148
O	-0.0108	-0.0018	-0.0011
O	-0.0021	-0.0081	-0.0035
O	0.0087	0.0061	0.0048
O	-0.0024	0.0003	0.0182
O	-0.0036	-0.0009	0.0187
O	0.0011	-0.0015	-0.0045
O	-0.0001	-0.0149	-0.0022
O	0.004	-0.0038	0.0159
O	-0.0031	-0.0005	0.0012
O	0.0015	0.0078	0.0122
O	0.0093	0.0062	0.0175
O	0.001	0.0033	0.0118
O	0.0057	0.0022	0.0013
O	0.0004	-0.008	0.0211
O	0.0058	-0.0052	-0.0003
O	-0.0081	-0.0037	0.0018
O	0.0052	-0.0029	0.0127
O	-0.0095	0.0048	0.0052
O	0.0001	0.0006	0.0005
O	-0.0035	-0.0062	0.0063
O	0.0026	-0.0039	0.0159
O	0.0089	0.0026	-0.0043
O	-0.0007	-0.0007	-0.005
O	0.0013	0.0067	-0.0036
O	-0.0003	-0.0015	0.0018
O	0.0015	-0.0016	0.0073
O	-0.0062	0.0027	-0.0086
O	-0.0048	-0.0132	-0.0215
O	0.0061	-0.002	-0.0034
O	-0.0019	0.0015	-0.0044
O	0.0007	0.0111	0.016

The program warned: the cutoff lies below the one the program advises for these potential files; the forces do not sum to zero within the program's tolerance; the exchange-correlation potential is rough where the density is thin.
